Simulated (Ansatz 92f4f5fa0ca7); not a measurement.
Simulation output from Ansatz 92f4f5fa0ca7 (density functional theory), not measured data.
Periodic cell of 252 atoms, Si132O88H32, with a vacuum gap, from a study of silicon, its oxide and their interface. The atomic structure is a simulated model.

Settings: functional r2SCAN; potential files Ansatz PAW; basis plane waves; wave-function cutoff 800 eV; density cutoff ratio 5; exchange-correlation grid ratio 1; k mesh 1 x 1 x 1, shifted by 0.5 0.5 0 of a step; self-consistency stop 1e-11 eV per atom in the density residual; occupations fixed; spin none; net charge 0; applied field sawtooth along c, amplitude +0.015 V/angstrom in the program's sign convention, ramp centred at 0.9888 of c and 0.0225 of c wide, no dipole correction.

Cell vectors (angstrom)
a	10.88	0	0
b	0	10.88	0
c	0	0	44.5065

Atoms: element, x, y, z (angstrom)
Si	0.1706	-0.9558	30.5612
Si	2.7436	2.4127	30.9295
Si	1.0267	3.2157	29.5964
Si	2.0783	7.6442	30.8157
Si	4.6548	0.0806	30.6653
Si	8.4608	4.1411	31.4116
Si	4.7923	6.227	30.2371
Si	7.8989	8.1058	30.7337
Si	1.5468	1.2156	32.4679
Si	3.938	3.9922	32.0997
Si	0.9105	6.2144	32.1921
Si	3.8688	9.6383	32.4324
Si	6.9022	1.5215	32.2693
Si	10.7623	4.1377	31.5413
Si	6.3371	6.9522	31.9746
Si	9.3608	9.3523	32.0451
Si	0.1204	2.7283	33.4555
Si	2.7322	0.0011	33.9614
Si	-0.1799	7.9527	33.4341
Si	2.6927	5.4079	33.5095
Si	5.3511	2.7286	33.5467
Si	8.2496	0.0274	33.4535
Si	5.3901	8.3252	33.5633
Si	7.7487	5.471	33.2642
Si	1.4389	4.0133	34.9154
Si	4.1423	1.4093	35.0744
Si	1.2095	9.3627	34.8775
Si	4.0315	6.8503	34.8295
Si	6.6882	4.1048	34.8545
Si	9.5356	1.4329	34.7997
Si	6.8717	9.5829	34.8607
Si	9.3188	6.6603	34.7527
Si	-0.0461	-0.0039	36.1717
Si	2.7328	2.7204	36.3627
Si	-0.0528	5.3825	36.1418
Si	2.6543	8.1059	36.2373
Si	5.5211	-0.0016	36.2979
Si	8.1306	2.7434	36.1703
Si	5.3759	5.4772	36.2122
Si	8.1512	8.133	36.189
Si	1.341	1.2837	37.5801
Si	4.091	4.1116	37.6367
Si	1.3153	6.7351	37.5757
Si	4.0762	9.4832	37.543
Si	6.8572	1.3806	37.624
Si	9.5234	4.0396	37.5499
Si	6.7803	6.8117	37.5419
Si	9.5127	9.52	37.5607
Si	-0.0061	2.662	6.9228
Si	2.7237	-0.061	6.9099
Si	0.028	8.1807	6.9151
Si	2.7105	5.417	6.9809
Si	5.4793	2.748	6.9543
Si	8.1936	-0.0094	6.9777
Si	5.4451	8.1499	6.9156
Si	8.1901	5.4687	6.8637
Si	1.3741	3.9912	8.2896
Si	4.0914	1.3092	8.2097
Si	1.4246	9.4638	8.3319
Si	4.1233	6.7923	8.289
Si	6.8521	4.1565	8.2579
Si	9.5537	1.3425	8.3563
Si	6.8214	9.4811	8.2898
Si	9.5455	6.8207	8.2393
Si	0.0745	-0.0413	9.69
Si	2.78	2.6193	9.624
Si	0.0362	5.4409	9.5553
Si	2.8038	8.0817	9.7007
Si	5.4113	-0.0522	9.5779
Si	8.1872	2.8268	9.6198
Si	5.5416	5.51	9.6703
Si	8.1966	8.1227	9.6648
Si	1.4539	1.2938	11.0653
Si	4.209	4.0162	10.8539
Si	1.5483	6.5304	10.9703
Si	4.1914	9.43	11.0454
Si	6.7039	1.4477	10.798
Si	9.5625	4.2255	10.9797
Si	6.9203	6.8014	11.1627
Si	9.5368	9.4968	11.0095
Si	0.1019	2.8668	12.19
Si	2.7613	-0.1985	12.3947
Si	0.5466	7.5659	12.7469
Si	2.8246	5.0783	12.3482
Si	5.5598	2.8326	12.3045
Si	8.1706	0.2059	12.0083
Si	5.7147	8.2957	12.5224
Si	8.3381	5.5144	12.5806
Si	1.3168	4.0069	13.816
Si	4.1377	0.8028	13.9502
Si	1.9464	9.0212	13.8741
Si	4.4101	7.2132	14.1544
Si	7.2139	3.786	13.634
Si	9.3877	1.6728	13.2912
Si	6.8212	10.0988	13.5578
Si	11.3085	6.025	14.6675
Si	6.5285	8.8442	17.6965
Si	-2.6461	-1.5182	15.2316
Si	1.4401	6.5968	17.6616
Si	2.1327	1.7713	16.0408
Si	-0.4974	-4.9258	23.7757
Si	5.623	5.0885	16.0982
Si	7.2477	-12.1607	23.2071
Si	-0.0624	10.7688	15.5018
Si	7.8143	-4.679	17.7398
Si	3.8924	7.8502	18.7836
Si	5.8002	-2.2535	25.7284
Si	10.134	0.6334	25.9066
Si	3.2456	5.1294	19.3691
Si	10.0595	-0.7426	23.4044
Si	5.3648	0.5968	21.616
Si	-0.8537	6.0385	19.6538
Si	-1.7756	6.469	14.7681
Si	12.6609	10.6797	22.4507
Si	9.026	7.6567	22.1294
Si	4.2061	13.874	17.753
Si	4.9096	2.5548	23.8907
Si	2.4788	4.0332	24.0486
Si	-7.1714	-0.5596	20.4121
Si	1.1637	5.0449	21.6109
Si	1.5029	6.5781	25.7189
Si	2.8477	9.3119	24.8899
Si	5.6421	0.6536	18.799
Si	11.427	4.7646	27.831
Si	7.9705	12.0829	27.7223
Si	-0.1847	1.409	28.6039
Si	3.0303	1.3673	24.6162
Si	20.7611	-7.3552	25.3855
Si	-4.009	14.2903	26.0773
Si	6.3053	9.8199	28.612
Si	6.2156	6.0394	27.3694
Si	8.7028	5.8686	29.0384
O	-0.3329	-0.0355	29.337
O	1.0783	-0.0139	31.489
O	4.6306	4.6974	30.7611
O	-0.0152	6.7046	25.1289
O	-0.7383	5.4469	28.5115
O	-6.8145	3.9456	23.7068
O	1.0981	8.6807	29.9927
O	3.345	6.9815	30.0278
O	3.7653	1.3509	30.1901
O	6.2752	2.8791	24.6816
O	5.8015	-3.7859	26.2236
O	2.7406	8.5319	31.9932
O	7.7716	6.2292	27.7757
O	7.9619	4.7382	29.9539
O	8.9977	7.1185	30.0218
O	7.8381	13.5106	31.5018
O	3.778	5.9878	13.3201
O	-5.3116	0.076	14.2279
O	6.6229	10.3649	18.2479
O	-0.5538	0.7631	14.251
O	3.2501	8.2908	14.5816
O	2.4452	7.822	18.0367
O	1.1732	17.4027	16.0702
O	6.4518	5.3871	17.4582
O	8.325	2.6457	14.1012
O	6.5418	4.3436	15.0067
O	8.5151	-4.6545	16.2723
O	11.837	-1.28	15.0451
O	3.2796	11.7433	15.3268
O	5.473	12.8431	17.8566
O	15.3526	13.1883	13.4442
O	8.9317	8.0722	14.5442
O	-0.6229	8.6174	12.1977
O	5.0561	6.4859	15.4729
O	4.4625	4.0679	16.5631
O	-3.8533	-2.0004	16.1806
O	-1.45	10.1271	16.0838
O	0.8106	11.7768	16.4306
O	2.7903	2.2961	17.4092
O	1.7552	2.9885	15.0327
O	3.8921	-2.1564	20.1478
O	9.9911	1.9675	24.9957
O	10.132	-2.2372	22.8064
O	2.1532	5.2251	18.1622
O	4.4261	8.9816	24.9635
O	10.8372	-5.9931	20.4997
O	4.984	-2.4658	17.751
O	4.2944	6.342	19.2006
O	2.5061	5.3718	20.7819
O	-1.9253	-4.4517	23.1888
O	0.0882	-4.119	18.5428
O	8.6766	0.3191	26.5527
O	8.5178	10.6122	23.3189
O	-0.6372	4.3776	24.0771
O	7.4653	-3.1986	18.3574
O	11.4972	-4.6724	22.6068
O	8.7602	-5.4314	18.8227
O	5.2593	1.9989	22.4123
O	4.0128	3.7203	19.1999
O	6.9637	-1.9523	24.6488
O	2.146	8.0707	25.6808
O	9.4677	-3.7075	20.668
O	4.0961	0.1315	18.9789
O	13.1346	5.4503	24.8078
O	16.9182	-1.3687	27.0585
O	11.1853	11.8412	27.0982
O	12.3576	5.978	27.2387
O	-3.2653	8.4425	22.1197
O	19.2666	3.9101	25.8588
O	2.5828	1.0479	23.0701
O	1.6253	3.888	22.6575
O	5.9978	-0.4491	22.6797
O	2.7203	-0.0141	25.4615
O	4.8783	-0.8058	29.3231
O	5.9768	-6.2912	26.7068
O	5.3543	6.2015	28.7199
O	0.2013	0.1139	22.5078
O	2.2444	-1.4906	23.3681
O	2.1742	10.5098	20.8977
O	2.1551	2.7209	25.0018
O	-4.6422	11.8591	20.2805
O	7.2378	0.2378	28.749
O	17.9582	8.6796	29.4383
O	6.8581	13.0741	27.1327
O	9.1706	12.8984	28.4578
O	-0.3252	10.2753	24.9544
O	6.1037	0.6206	31.1732
O	10.916	3.8847	26.5708
H	2.1742	0.4735	38.5125
H	0.5287	2.1149	38.5125
H	4.9201	3.2972	38.5691
H	3.2466	4.9101	38.5691
H	2.1601	5.937	38.5082
H	0.5424	7.603	38.5082
H	4.9087	8.6723	38.4755
H	3.2493	10.2999	38.4755
H	7.6627	0.5428	38.5564
H	6.0322	2.1992	38.5564
H	8.7306	4.8894	38.4823
H	10.337	3.2097	38.4823
H	5.9594	7.6344	38.4743
H	7.6218	6.0101	38.4743
H	10.3512	8.7151	38.4932
H	8.7007	10.3514	38.4932
H	-0.8197	3.492	5.9903
H	0.8062	1.8309	5.9903
H	1.8906	0.7493	5.9775
H	3.5506	-0.8777	5.9775
H	0.8009	7.3127	5.9827
H	-0.8105	8.9855	5.9827
H	3.555	4.6185	6.0484
H	1.8657	6.2151	6.0484
H	4.6502	3.5624	6.0219
H	6.3042	1.9293	6.0219
H	7.3881	0.8284	6.0452
H	9.0056	-0.8408	6.0452
H	6.266	7.3272	5.9832
H	4.6125	8.9608	5.9832
H	7.3486	6.2703	5.9313
H	8.9829	4.6189	5.9313

Results
free energy: -135115.493 eV
free energy less fixed offsets of H -15.71, O -570.45, Si -639.56 eV per atom: 8.747 eV

Forces (eV/angstrom), in the order of the atoms: element, x, y, z
Si	-0.003	-0.0022	0.0106
Si	-0.0018	0.0137	0.001
Si	0.0068	0.0017	0.0007
Si	-0.0064	-0.005	0.0144
Si	-0.0059	-0.0074	0.0123
Si	-0.0087	0.0061	0.0025
Si	-0.002	-0.0083	0.0121
Si	-0.0011	0.0014	0.0173
Si	0.0092	0.0025	-0.0098
Si	-0.0105	-0.016	-0.0113
Si	0.0179	0.0186	0.0019
Si	0.0003	0.0115	-0.0197
Si	-0.0074	0.006	-0.0036
Si	-0.0073	-0.0184	0.0004
Si	0.0111	-0.0085	-0.0086
Si	0.0094	0.0037	-0.0115
Si	0.0126	0.019	0.0089
Si	-0.0158	-0.0042	0.0075
Si	-0.0003	0.0132	-0.0021
Si	-0.0118	-0.0036	0.0042
Si	-0.0128	-0.0147	0.0021
Si	-0.0015	-0.0174	0.0065
Si	0.0008	0.0005	0.0152
Si	0.0146	0.0056	-0.016
Si	0.0007	-0.0063	0.0154
Si	0.0098	0.0226	0.0225
Si	0.0419	0.0098	0.0087
Si	-0.0167	-0.005	0.0194
Si	0.0065	-0.0051	0.0261
Si	-0.0103	-0.0184	0.0427
Si	-0.0262	-0.0211	0.0227
Si	-0.0022	0.0064	0.0215
Si	0.0001	-0.0324	0.1873
Si	-0.0106	0.0057	0.1909
Si	-0.0225	0.0586	0.1677
Si	-0.0385	0.0312	0.1776
Si	0.0141	-0.0157	0.1748
Si	-0.0234	0.0298	0.1812
Si	-0.0051	0.0065	0.2072
Si	0.0472	0.0012	0.1535
Si	0.1304	0.1115	0.4208
Si	-0.14	0.1063	0.5449
Si	-0.1099	0.1214	0.1148
Si	-0.0672	0.0722	0.3045
Si	-0.0995	-0.0629	0.3204
Si	-0.0453	0.0864	0.258
Si	-0.0963	0.0648	0.4142
Si	-0.1174	-0.0866	0.1451
Si	0.1634	-0.0029	-0.2487
Si	0.0772	0.0419	-0.4122
Si	-0.0047	-0.1009	-0.2425
Si	0.2695	-0.1803	-0.2675
Si	-0.0503	-0.0761	-0.3419
Si	-0.0646	-0.0466	-0.1796
Si	0.1341	-0.0647	-0.3394
Si	0.013	0.017	-0.362
Si	-0.0084	-0.0202	-0.1613
Si	0.0173	-0.0075	-0.181
Si	-0.0212	0.0317	-0.1884
Si	0.0418	-0.0595	-0.194
Si	-0.0207	0.0079	-0.2127
Si	-0.0308	0.0193	-0.168
Si	0.0352	-0.0476	-0.1537
Si	0.0373	-0.0159	-0.1758
Si	-0.0035	-0.0116	-0.0303
Si	0.0044	0.003	-0.0236
Si	-0.0029	0.0025	-0.0147
Si	-0.0025	0.0078	-0.0405
Si	-0.0051	0.0135	-0.0031
Si	0.0094	-0.0017	-0.033
Si	0.0112	0.0124	-0.0202
Si	-0.0042	0.0063	-0.0208
Si	0.0021	0.0135	-0.0097
Si	-0.003	-0.0072	-0.0088
Si	-0.0221	0.0038	0.0141
Si	0.0127	0.0175	-0.0066
Si	0.0053	-0.0178	0.007
Si	0.0109	0.0055	0.0095
Si	0.0112	-0.0105	-0.0008
Si	-0.0101	-0.0161	-0.0059
Si	-0.0119	0.0007	0.0128
Si	-0.0022	-0.0099	-0.0011
Si	0.0131	-0.0087	0.0008
Si	0.0134	0.0214	0.017
Si	0.0051	0.0082	0.0047
Si	-0.0025	0.01	0.0114
Si	0.0004	0.0054	0.0074
Si	0.001	-0.0087	0.0149
Si	-0.0081	-0.0014	0.0021
Si	0.0055	0.0014	0.0095
Si	-0.0041	-0.0091	0.0042
Si	-0.0047	-0.011	-0.0014
Si	-0.001	0.0139	0.0022
Si	0.0067	-0.0103	0.0128
Si	0.0093	-0.0013	0.0065
Si	0.0117	0.0148	0.0112
Si	-0.0054	0.0037	0.0127
Si	-0.0097	-0.0003	0.013
Si	0.0009	0	0.0327
Si	0.0014	0.0012	0.0209
Si	0.0009	-0.0041	0.0242
Si	0.0006	-0.0056	0.0124
Si	0.0021	-0.0015	0.0215
Si	-0.0042	0.0033	0.0128
Si	-0.0005	-0.0029	0.0274
Si	-0.0004	0.0025	0.016
Si	0	-0.0019	0.0271
Si	-0.0029	0.0048	0.0262
Si	-0.0031	0.0018	0.0181
Si	-0.0001	0.0036	0.0183
Si	-0.0002	0.0013	0.0212
Si	0.0013	0.0011	0.022
Si	-0.0047	-0.0052	0.0081
Si	-0.0029	0.0027	0.0265
Si	0	0.0057	0.0172
Si	0.005	0.0011	0.0208
Si	0.0014	0.003	0.0153
Si	0.0014	0.0028	0.0221
Si	-0.0041	0.0032	0.0211
Si	-0.0027	-0.0014	0.0252
Si	-0.0009	-0.0025	0.0239
Si	0.004	-0.0052	0.0167
Si	-0.0025	0.0007	0.0222
Si	0.0032	-0.007	0.0238
Si	0.0012	0.0001	0.0189
Si	0.0023	-0.0007	0.0219
Si	-0.003	-0.0002	0.0099
Si	0.0004	-0.0026	0.021
Si	0.0026	-0.0005	0.0269
Si	-0.0008	-0.0024	0.0194
Si	0.0033	0.0021	0.0232
Si	-0.0032	-0.0024	0.0219
O	-0.0006	0.0056	-0.0125
O	-0.0095	-0.0084	-0.0011
O	0.0071	0.0119	-0.0034
O	-0.0027	-0.0014	-0.0118
O	0.0007	0.0009	-0.0071
O	-0.0009	0.001	-0.0044
O	-0.0005	0.0052	-0.0009
O	0.0096	-0.0005	-0.0051
O	-0.0018	-0.0032	0.0047
O	-0.008	-0.0044	-0.0116
O	-0.0013	0.007	-0.0127
O	-0.0037	-0.0044	-0.0022
O	-0.0054	0.0003	-0.008
O	0.0044	0.0002	-0.016
O	0.003	-0.0011	-0.0074
O	0.0058	-0.0039	0.0003
O	0.0025	0.0047	-0.0113
O	-0.0052	0.001	-0.0089
O	0.0006	-0.0064	-0.0023
O	0.0024	0.0005	-0.0016
O	0.0024	-0.002	-0.0082
O	-0.0037	-0.0016	-0.0039
O	-0.008	-0.0086	-0.0202
O	-0.0012	0.0012	-0.0092
O	-0.0022	0.0013	-0.002
O	0.0021	-0.004	-0.0091
O	0.0046	-0.001	-0.018
O	0.0092	-0.0033	-0.0088
O	0.0022	-0.0031	-0.016
O	-0.002	0.0043	-0.0041
O	-0.0055	-0.0089	-0.0021
O	0.0021	-0.0058	-0.0113
O	-0.0001	0.0127	0.0037
O	-0.0026	0.009	-0.0141
O	0.0018	0.0045	-0.0078
O	0.0069	0.0018	-0.0051
O	-0.001	-0.0006	-0.0116
O	0.0006	-0.0011	0.0021
O	-0.0058	-0.0019	-0.0155
O	0.0008	0.0071	-0.0152
O	0.0002	-0.005	-0.0131
O	-0.001	0.0025	-0.0084
O	-0.0017	-0.0047	-0.0043
O	-0.0025	0.0028	-0.0109
O	-0.0039	0.0025	-0.0077
O	-0.0035	0.0032	-0.0169
O	0.0043	0.0013	-0.0031
O	0.0016	0.0017	-0.0056
O	0.0067	0.0012	-0.0182
O	-0.0035	0.0045	-0.013
O	0.0046	0.0021	-0.0139
O	0.0016	-0.0021	-0.0093
O	-0.0014	-0.0016	-0.0066
O	0.0016	0.0057	-0.0061
O	-0.0011	0.0009	-0.0039
O	0.005	-0.0026	-0.0122
O	-0.007	0.0006	-0.0124
O	0.0012	-0.0075	-0.0128
O	0.0012	-0.0024	-0.0084
O	0.004	0.0043	-0.0157
O	0.001	0.0041	-0.0065
O	0.0025	-0.0052	-0.0186
O	-0.0002	0.0019	-0.0133
O	0.0021	-0.0048	-0.0053
O	-0.0008	-0.0003	-0.0166
O	-0.0012	-0.0037	-0.0145
O	0.002	0.0077	-0.0145
O	0.0002	-0.002	-0.0029
O	0.002	-0.0008	-0.0089
O	-0.0066	-0.0077	-0.0101
O	-0.0021	0.0022	-0.0138
O	-0.0056	0.0057	-0.0082
O	0.0012	0.0032	-0.0085
O	0.0052	-0.0035	-0.0119
O	-0.0014	-0.0036	-0.0085
O	0.0039	0.0002	-0.0128
O	0.0043	-0.0036	-0.0084
O	-0.0018	0.0037	-0.0128
O	0.0042	-0.0011	-0.0063
O	0.0052	-0.0029	-0.0082
O	0.0014	0.0006	-0.0173
O	0.0034	0.0052	-0.0032
O	-0.0023	0.0038	-0.0088
O	-0.0027	0.0015	-0.0033
O	-0.004	-0.0011	-0.0029
O	-0.003	-0.0032	-0.0131
O	0.0052	-0.0045	0.0006
O	-0.0075	-0.0032	-0.0163
H	-0.405	0.2365	-0.2456
H	0.1942	-0.3769	-0.2383
H	-0.1697	0.3125	-0.2973
H	0.4356	-0.2521	-0.1743
H	-0.4789	0.1197	-0.3128
H	0.178	-0.3622	-0.26
H	-0.4281	0.2536	-0.2573
H	0.3649	-0.2695	-0.2604
H	-0.1642	0.4871	-0.2341
H	0.2705	-0.2212	-0.2917
H	0.2286	-0.2702	-0.2556
H	-0.3047	0.2645	-0.3022
H	0.3801	-0.3634	-0.2014
H	-0.2682	0.1878	-0.2961
H	-0.1985	0.3271	-0.303
H	0.1921	-0.46	-0.2693
H	0.2137	-0.2795	0.3264
H	-0.322	0.2758	0.2505
H	0.1935	-0.3638	0.2662
H	-0.384	0.3075	0.2252
H	-0.2228	0.3481	0.2295
H	0.4423	-0.1907	0.2494
H	-0.3343	0.2902	0.191
H	0.2913	-0.2427	0.3175
H	0.2935	-0.2975	0.2298
H	-0.2196	0.3354	0.2266
H	0.2544	-0.2681	0.2854
H	-0.2703	0.3753	0.2726
H	-0.3161	0.2929	0.2482
H	0.3749	-0.2787	0.2716
H	0.3849	-0.2322	0.2289
H	-0.2103	0.3027	0.2542

The program warned: the cutoff lies below the one the program advises for these potential files; the forces do not sum to zero within the program's tolerance; empty levels may hold ghost states of the PAW files; the exchange-correlation potential is rough where the density is thin.
